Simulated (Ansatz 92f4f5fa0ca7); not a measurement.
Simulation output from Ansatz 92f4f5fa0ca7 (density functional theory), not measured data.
Periodic cell of 252 atoms, Si144O108, from a study of silicon, its oxide and their interface. The atomic structure is a simulated model.
This geometry differs little from another in the collection (a relaxation step or a small displacement).

Settings: functional r2SCAN; potential files Ansatz PAW; basis plane waves; wave-function cutoff 800 eV; density cutoff ratio 5; exchange-correlation grid ratio 1; k mesh 1 x 1 x 1, shifted by 0.5 0.5 0 of a step; self-consistency stop 1e-10 eV per atom in the density residual; occupations fixed; spin none; net charge 0.

Cell vectors (angstrom)
a  10.88  0  0
b  0  10.88  0
c  3.4875  -4.0869  36.027

Atoms: element, x, y, z (angstrom)
Si  3.1618  0.9318  0.425
Si  5.9004  3.5247  0.0415
Si  2.2114  7.4339  0.1941
Si  4.8109  -0.7866  0.2825
Si  -0.0679  -1.0393  -1.9017
Si  -0.4738  4.6195  0.0491
Si  8.6435  6.2759  0.1824
Si  0.4606  -1.8051  0.2367
Si  4.1906  2.7077  1.4791
Si  6.8357  5.3079  1.3372
Si  3.9956  -2.626  1.4716
Si  6.72  0.0713  1.3613
Si  -1.4398  2.7728  1.2058
Si  1.2901  5.5451  1.3187
Si  9.5642  8.0785  1.4015
Si  1.3774  -0.0731  1.5274
Si  2.7035  4.1349  2.6228
Si  5.4463  6.7788  2.6183
Si  2.715  -1.3546  2.963
Si  5.4708  1.3588  2.8966
Si  8.1705  4.0301  2.7836
Si  10.884  6.79  2.8524
Si  8.1374  9.5219  2.6196
Si  -0.0618  1.4077  2.6205
Si  1.346  2.7444  4.0045
Si  4.0627  5.4665  4.0092
Si  1.3387  8.1406  4.2095
Si  4.0968  0.0143  4.2351
Si  6.8284  2.7222  4.1782
Si  9.5172  5.4068  4.1481
Si  6.796  8.1519  4.0162
Si  9.4886  0.0166  3.9967
Si  2.677  1.4055  5.4615
Si  5.396  4.1117  5.4041
Si  2.7466  6.7741  5.4636
Si  5.4772  9.4829  5.4857
Si  8.1888  1.3332  5.4492
Si  0.0255  4.0559  5.4656
Si  8.1379  6.814  5.4374
Si  10.8285  9.5574  5.4204
Si  4.0691  2.7615  6.796
Si  6.7456  5.4496  6.767
Si  4.0763  8.1389  6.8238
Si  6.8388  -0.0007  6.8153
Si  -1.3465  2.6844  6.8056
Si  1.3965  5.424  6.8203
Si  9.5102  8.1907  6.7933
Si  1.3137  0.0031  6.7869
Si  2.7272  4.0671  8.2052
Si  5.4119  6.7708  8.1754
Si  2.693  9.5285  8.1362
Si  5.465  1.4009  8.1252
Si  8.1148  4.0666  8.0847
Si  0.0332  6.8335  8.1248
Si  8.1907  -1.3315  8.1862
Si  -0.0276  1.3166  8.1809
Si  1.3395  2.6659  9.4852
Si  4.09  5.4047  9.5854
Si  1.3678  8.1795  9.565
Si  4.0714  0.049  9.4193
Si  6.8201  2.731  9.5514
Si  9.4884  5.4478  9.3588
Si  6.787  8.178  9.432
Si  9.5257  0.0036  9.6222
Si  2.7322  1.3448  10.8424
Si  5.4876  4.0813  10.9642
Si  2.7242  6.779  10.9158
Si  5.4202  -1.3227  10.7238
Si  8.1511  1.3787  10.9878
Si  -0.1185  4.0231  10.6865
Si  8.1863  6.8367  10.7134
Si  0.0301  9.5375  10.9974
Si  4.1434  2.6145  12.2464
Si  6.9122  5.5601  12.1829
Si  4.169  8.1959  12.1479
Si  6.7612  -0.085  12.2067
Si  -1.3594  2.8042  12.311
Si  1.1436  5.4066  12.0182
Si  9.4521  8.137  12.221
Si  1.4567  0.0121  12.3205
Si  1.8118  3.8663  13.6383
Si  -0.4678  5.6129  17.1251
Si  3.0098  -1.3061  13.6331
Si  5.1605  0.9697  13.5352
Si  0.4469  1.837  13.4945
Si  -0.5275  6.3299  13.3673
Si  7.7183  -1.7976  13.4789
Si  -2.2697  4.66  13.5252
Si  -1.36  -2.4899  -9.9229
Si  6.0252  7.3905  13.3732
Si  7.7353  4.6495  15.7533
Si  7.0161  4.6157  -9.3796
Si  6.9059  5.0037  21.4332
Si  0.5325  5.4609  23.963
Si  3.8953  2.3889  -4.3518
Si  5.6381  0.2178  -11.0311
Si  9.196  3.7825  22.7947
Si  9.0536  3.7384  20.0539
Si  2.8533  6.1022  -2.4512
Si  1.6955  3.1746  -6.1029
Si  8.0786  0.1817  -2.6741
Si  5.2656  4.2172  -2.1493
Si  0.6559  -0.3432  -9.3617
Si  5.4896  6.8101  15.5517
Si  9.3875  -2.5281  22.0836
Si  0.3959  0.4421  -6.4147
Si  -3.2899  1.8055  0.0063
Si  0.516  -2.0322  -4.6315
Si  8.3844  -0.8745  15.5773
Si  4.8418  -2.0252  -7.2816
Si  0.2821  4.3324  -2.1814
Si  0.9145  0.4967  19.6565
Si  1.8208  1.5162  -2.3285
Si  -0.3626  2.6614  17.9317
Si  5.0123  0.3844  18.2548
Si  5.6644  0.968  -6.5836
Si  0.8433  6.1882  15.2669
Si  0.4547  6.5588  -11.215
Si  4.3577  -1.8953  22.1226
Si  -0.3949  -0.4521  22.2991
Si  3.3598  -1.7115  -9.9118
Si  2.3495  6.4997  21.7754
Si  8.9082  7.018  -5.2559
Si  0.0649  0.769  15.5261
Si  7.2038  6.6358  -2.5969
Si  7.4049  7.356  -7.8909
Si  6.6322  1.7763  16.11
Si  2.1382  -0.6411  17.266
Si  0.8158  2.3477  -10.9475
Si  3.5364  8.0479  -4.6658
Si  5.5128  -1.627  -2.6834
Si  8.7284  1.2867  24.2305
Si  -0.1154  6.3287  19.9854
Si  6.8225  8.034  20.6827
Si  1.8946  0.0838  24.475
Si  2.7144  6.1871  -10.6519
Si  4.0954  3.8404  22.1201
Si  3.7548  0.8839  20.9694
Si  8.5902  1.5308  -5.4658
Si  6.8159  -2.1917  17.7287
Si  5.3874  2.2362  -8.5644
Si  2.6312  3.8904  -8.9113
Si  2.5667  7.8573  15.4179
Si  -1.0392  4.1968  -4.8357
O  3.3856  3.493  13.4371
O  4.9147  -2.1715  23.6366
O  3.8489  6.8208  15.5819
O  0.1396  4.1372  17.5168
O  -1.0791  1.1005  -6.4476
O  2.8056  1.4893  -1.0667
O  8.1368  6.9994  -3.8467
O  8.1872  6.6966  -1.3267
O  3.0461  3.4619  -5.2398
O  0.7542  0.318  -2.2478
O  9.2823  0.3579  23.0451
O  3.9392  2.975  -8.6739
O  1.6047  4.7057  15.0335
O  3.6944  2.3869  21.5504
O  1.3409  4.2689  24.6926
O  0.417  -0.506  -5.1187
O  8.8216  5.4015  16.7378
O  7.6236  0.5208  15.8991
O  7.1049  1.3217  24.2473
O  1.4788  6.4899  23.1521
O  4.0689  3.6777  23.7246
O  3.8814  5.0154  -1.845
O  9.2259  2.8947  21.4342
O  4.4342  -0.8108  -10.7108
O  5.9966  -0.8756  18.1433
O  0.424  3.7388  -5.309
O  6.0543  7.7547  -2.4237
O  5.8871  7.8063  16.7658
O  5.9814  8.0683  -8.0944
O  3.9735  -0.3104  22.0644
O  2.713  7.297  -1.3725
O  3.5416  0.0266  17.6912
O  1.882  -1.1005  -10.0617
O  1.0661  -0.6274  18.4936
O  4.323  -1.7047  -3.7841
O  4.131  -0.1723  14.1616
O  -0.9068  -0.5449  15.4092
O  2.8016  1.4478  -3.6064
O  8.5186  8.1626  -8.7037
O  -0.9662  4.4325  -3.2243
O  8.1637  -1.8205  16.8955
O  7.0639  -0.551  -10.9356
O  1.4263  6.501  20.4454
O  3.3441  7.6761  -10.5002
O  9.2047  -0.7792  -2.0079
O  -0.3246  6.639  18.402
O  -0.9612  7.2757  20.9845
O  0.6555  1.9317  18.9554
O  6.6305  6.5741  21.3436
O  3.4836  6.6578  -3.8301
O  7.8107  7.459  -6.337
O  0.7256  -0.3954  -7.7474
O  1.517  0.2326  16.046
O  0.6787  1.1683  -9.8738
O  5.761  4.8799  -10.3568
O  8.7064  3.1152  -5.19
O  5.6858  1.5813  17.4067
O  1.7549  3.8571  -7.5561
O  5.5955  1.3826  -9.9245
O  4.8989  3.1152  -3.2953
O  2.8918  1.3472  24.2754
O  6.4453  5.2002  -2.7237
O  7.8498  4.6811  22.7168
O  7.7598  1.3418  -1.5773
O  9.0451  7.6351  23.5092
O  -0.595  1.7469  16.6402
O  6.2793  5.4049  15.8564
O  5.5653  4.1616  21.5888
O  8.6892  0.8013  -4.0246
O  7.2201  1.1638  -6.193
O  0.3502  -2.1323  -3.0239
O  2.3098  0.5816  20.396
O  7.9712  -2.0241  21.463
O  3.6565  -1.7186  -8.3219
O  7.4847  3.1336  16.2741
O  1.387  5.4438  -2.6397
O  -0.1889  0.0927  20.772
O  0.9744  -0.2089  23.1693
O  9.1233  2.8099  18.7521
O  1.7775  3.4233  -10.2133
O  2.3768  -2.1694  16.8093
O  7.1601  7.912  19.1065
O  4.8882  -1.0404  -1.3298
O  1.9989  -2.5096  -5.027
O  3.1852  5.1108  21.7101
O  1.5328  1.577  -6.278
O  5.7187  1.8612  14.784
O  5.4014  -0.6222  -6.723
O  4.8719  0.8243  19.8051
O  -0.2252  7.2374  -9.8921
O  4.7723  1.4813  -5.3345
O  -0.6115  4.7999  20.123
O  2.8155  -1.1942  24.7966
O  6.6031  3.323  -8.498
O  7.2942  5.8281  -8.3641
O  3.1954  7.884  21.818
O  9.447  5.5458  -5.6011
O  6.751  -0.6567  -3.0871
O  5.4398  -2.0736  20.947
O  7.6395  4.5126  20.0769
O  9.273  2.8001  24.0556
O  2.9666  5.4396  -9.2194
O  -0.7276  -1.0183  -9.8051
O  0.9724  2.8808  -2.3326
O  4.3331  7.9178  -6.0605
O  -0.4312  4.781  22.8764
O  8.3421  4.4035  -10.2641
O  -0.6896  8.0011  -5.2849

Results
free energy: -153710.343 eV
free energy less fixed offsets of O -570.45, Si -639.56 eV per atom: -5.103 eV

Forces (eV/angstrom), in the order of the atoms: element, x, y, z
Si  0.0057  -0.0091  0.03
Si  0.0025  -0.0045  0.0006
Si  -0.0087  0.0051  0.0311
Si  -0.0038  0.0067  0.0361
Si  -0.0025  0.0075  0.0972
Si  -0.0048  0.0042  0.0032
Si  0.008  -0.0074  0.0337
Si  0.0031  -0.0036  0.0021
Si  -0.0052  0.0008  -0.0007
Si  0.0008  0.0062  -0.0015
Si  -0.0004  -0.0008  -0.0013
Si  0.0019  -0.0002  -0.0027
Si  -0.0012  -0.004  -0.0021
Si  0.0066  0.0021  -0.0013
Si  -0.0054  -0.0007  -0.0016
Si  0.0006  0.0059  -0.0009
Si  -0.0001  0.0001  0.0001
Si  -0.0007  0.0019  0.0002
Si  -0.001  -0.0003  0
Si  0.0015  0.0015  0.0005
Si  -0.0004  0.0009  0.0007
Si  -0.0013  0.0008  0.0004
Si  0.0001  0  -0.0001
Si  0  -0.0002  0.0004
Si  -0.0003  0.0012  -0.001
Si  -0.0007  0.0009  -0.0003
Si  0.0002  0.0004  0
Si  -0.0003  0.0004  -0.0013
Si  0.0005  0  0.0002
Si  -0.0006  0.0013  -0.0004
Si  -0.0001  0.0011  -0.0016
Si  -0.0011  0.0019  -0.0005
Si  -0.0006  0.0009  -0.0003
Si  -0.0003  0.0004  -0.0006
Si  -0.0001  -0.0004  -0.0007
Si  0.0004  -0.0001  -0.0005
Si  0.0001  0.0002  -0.0007
Si  -0.0002  -0.0001  -0.0009
Si  -0.0007  0.0006  -0.0013
Si  -0.0007  0.0005  -0.0003
Si  -0.0001  0.0015  -0.001
Si  -0.0012  0.0003  -0.0008
Si  -0.0003  0  -0.0004
Si  0.0001  0.0004  -0.0005
Si  -0.001  0.0013  0
Si  -0.0003  0.0003  -0.001
Si  -0.0003  0.0015  -0.0006
Si  -0.0009  0.0005  -0.0016
Si  0.0012  0.0006  0.0001
Si  -0.0014  0.0004  -0.0011
Si  -0.0002  -0.0002  -0.0012
Si  -0.0003  0.0025  -0.0003
Si  -0.0004  -0.0002  -0.0006
Si  -0.0002  0.0007  -0.0001
Si  -0.0002  0.0011  -0.0003
Si  -0.0008  -0.0009  -0.001
Si  -0.0002  -0.0007  0.0003
Si  0.0004  0.0005  -0.0013
Si  -0.0001  0.0015  -0.0002
Si  -0.0012  -0.0011  0.0006
Si  -0.0002  0.0011  -0.0004
Si  -0.0014  0.001  0
Si  -0.0002  -0.0007  0.0009
Si  0.0001  0.0021  0.0001
Si  -0.0035  0.0014  -0.0011
Si  0.0002  0.0038  -0.0008
Si  -0.0015  -0.0013  0.0028
Si  -0.0004  0.0009  0.0007
Si  -0.0004  0.0007  0.0018
Si  -0.0001  -0.0017  0.0005
Si  -0.0007  0.0007  0.0001
Si  -0.0024  0.0001  0.0004
Si  -0.0031  0.0042  0.0093
Si  0.0019  0.0026  -0.0038
Si  0.0046  0.001  -0.0023
Si  0.0012  -0.0052  -0.0033
Si  0.0028  0.0041  -0.0041
Si  -0.0047  -0.0006  -0.0045
Si  -0.0024  -0.0024  -0.0015
Si  0.0005  0.0026  0.0014
Si  0.0036  0.0115  0.0258
Si  0.0009  0.0016  0.1162
Si  0.0013  0.0042  0.0167
Si  0.0054  0.0094  0.0373
Si  -0.0033  -0.0038  0.0007
Si  0.0014  0.004  0.0006
Si  0.0011  0.0038  0.0011
Si  -0.0027  -0.0011  0.0019
Si  -0.0185  0.0129  0.1349
Si  -0.0028  -0.0022  -0.0007
Si  0.0056  -0.0043  0.0706
Si  -0.0022  0.0058  0.1489
Si  -0.0135  -0.0161  0.1056
Si  0.0073  -0.0219  0.1295
Si  -0.0073  0.0172  0.1541
Si  -0.0244  0.0074  0.1636
Si  0.0189  0.0027  0.1261
Si  -0.0178  0.0125  0.1355
Si  -0.0154  -0.0005  0.1053
Si  -0.0083  0.0004  0.1603
Si  -0.0096  0.0008  0.1303
Si  0.016  0.0046  0.0966
Si  0.0044  -0.0074  0.1497
Si  0.008  0.0098  0.0765
Si  -0.0017  -0.0006  0.1145
Si  -0.0197  0.0134  0.1501
Si  -0.005  0.0134  0.0379
Si  0.0048  -0.0179  0.1253
Si  -0.0042  0.0041  0.0708
Si  0.0057  -0.0148  0.1571
Si  0.011  0.0006  0.1
Si  -0.0078  -0.0056  0.1491
Si  -0.0133  0.0049  0.112
Si  -0.006  0  0.1291
Si  -0.0103  0.0016  0.1255
Si  0.008  0.0058  0.117
Si  -0.0039  0.0015  0.0192
Si  0.0005  -0.0011  0.0952
Si  -0.0033  -0.0122  0.1304
Si  -0.0024  0.0084  0.119
Si  -0.011  0.0117  0.141
Si  0.0077  -0.0075  0.1188
Si  0.0225  -0.0136  0.1469
Si  0.0021  0.0022  0.0875
Si  -0.0096  -0.0196  0.117
Si  -0.0128  0.0158  0.1594
Si  -0.013  -0.0029  0.091
Si  -0.0027  0.0276  0.1172
Si  0.015  -0.0037  0.1471
Si  -0.0084  -0.0102  0.1494
Si  0.006  0.0087  0.1132
Si  -0.0206  -0.0084  0.1346
Si  0.0183  0.0106  0.1553
Si  -0.0108  0.0047  0.1437
Si  0.0048  0.0098  0.1328
Si  0.0023  0  0.0915
Si  -0.0053  0.0067  0.1253
Si  -0.0073  0.0121  0.1366
Si  0.014  0.0056  0.1351
Si  -0.0058  -0.0002  0.1388
Si  -0.0085  -0.0053  0.1113
Si  -0.007  -0.0299  0.1552
Si  0.0018  0.0124  0.0542
Si  -0.0029  0.0115  0.1264
O  0.0034  -0.0051  -0.0137
O  0.0012  -0.0023  -0.1048
O  -0.004  0.0031  -0.0282
O  0.0039  0.0277  -0.0537
O  0.0205  -0.0107  -0.0556
O  -0.0213  0.0092  -0.07
O  0.0372  0.0095  -0.0957
O  -0.0275  0.0086  -0.0777
O  -0.0262  0.0066  -0.075
O  0.0036  0.0112  -0.0437
O  0.0286  -0.0353  -0.0701
O  -0.006  0.0144  -0.0473
O  0.0026  -0.0126  -0.0347
O  -0.0034  -0.0397  -0.0562
O  -0.0243  0.0174  -0.0738
O  -0.0004  0.0324  -0.0722
O  -0.0207  -0.0067  -0.0584
O  0.0069  -0.0118  -0.0356
O  0.0288  -0.0063  -0.0518
O  0.022  0.0162  -0.0757
O  -0.0039  0.0249  -0.0938
O  -0.0115  0.0083  -0.0392
O  -0.0008  -0.0003  -0.0894
O  0.0252  0.0142  -0.0614
O  0.0109  -0.0102  -0.0461
O  0.0356  -0.0151  -0.0651
O  -0.0003  0.0053  -0.037
O  -0.0169  -0.0281  -0.0741
O  0.0125  -0.01  -0.0544
O  -0.0039  0.026  -0.0611
O  0.014  -0.0195  -0.0669
O  -0.0203  -0.0138  -0.0473
O  0.011  -0.0103  -0.0468
O  0.0214  -0.0179  -0.0835
O  -0.0287  -0.0131  -0.0698
O  -0.003  -0.0016  -0.0175
O  -0.0042  -0.0011  -0.0315
O  0.0312  0.0147  -0.0741
O  0.0409  0.0162  -0.0927
O  -0.0211  -0.007  -0.1004
O  0.0175  0.0143  -0.0682
O  0.0129  -0.0106  -0.0603
O  -0.0341  -0.0037  -0.0708
O  -0.0063  -0.0297  -0.0491
O  -0.0134  0.0059  -0.0442
O  -0.0028  -0.0128  -0.1176
O  0.0148  -0.0366  -0.0748
O  -0.0131  0.0223  -0.0641
O  0.0029  0.0162  -0.0431
O  0.0113  0.0316  -0.0716
O  -0.0319  0.004  -0.1107
O  0.0054  -0.0201  -0.1255
O  -0.021  0.0138  -0.0615
O  0  0.0329  -0.0692
O  -0.0236  0.016  -0.0878
O  -0.0076  -0.018  -0.0442
O  0.0254  0.0184  -0.0643
O  0.0246  0.0203  -0.118
O  0.0085  -0.0412  -0.1095
O  -0.0285  -0.0362  -0.0868
O  -0.0072  -0.009  -0.0436
O  0.0084  0.018  -0.0435
O  -0.0144  0.0059  -0.0613
O  0.0109  -0.032  -0.0774
O  0.0113  0.0351  -0.1143
O  0.0063  -0.0282  -0.0833
O  0.0001  0.0069  -0.0318
O  0.0206  0.0086  -0.0434
O  0.0083  0.0296  -0.099
O  -0.0475  -0.0045  -0.0656
O  0.0107  -0.0111  -0.0948
O  -0.0279  -0.0072  -0.0587
O  -0.0279  -0.0079  -0.054
O  -0.028  0.0066  -0.1032
O  0.0045  0.0151  -0.0363
O  0.0109  0.0093  -0.0418
O  0.0279  0.0255  -0.0968
O  -0.0369  -0.0159  -0.082
O  0.0196  -0.0181  -0.0739
O  -0.0293  -0.0163  -0.0744
O  0.005  -0.0362  -0.0665
O  0.0012  0.0148  -0.1081
O  0.0145  -0.0183  -0.0773
O  -0.0001  0.0072  -0.0453
O  -0.0044  0.0082  -0.042
O  -0.0003  -0.0037  -0.0537
O  -0.0181  -0.008  -0.0534
O  -0.0027  -0.0085  -0.0522
O  0.0253  -0.0124  -0.0956
O  0.0212  -0.0222  -0.0575
O  0.0348  -0.0266  -0.0991
O  0.0054  0.002  -0.0538
O  -0.0123  0.0066  -0.0474
O  0.0132  0.0284  -0.0584
O  -0.0067  -0.0453  -0.0721
O  -0.0042  -0.0019  -0.0402
O  -0.0056  0.0158  -0.0474
O  0.0029  0.0022  -0.0425
O  0.0267  -0.0072  -0.06
O  0.0175  -0.0075  -0.0574
O  0.0042  0.0239  -0.0608
O  -0.0064  0.033  -0.0708
O  -0.0123  -0.0168  -0.0433
O  0.0122  -0.0134  -0.043
O  0.0312  0.0179  -0.106
O  -0.019  -0.0137  -0.0558
O  0.0355  -0.0087  -0.0809
O  -0.0167  -0.0047  -0.0467

The program warned: the cutoff lies below the one the program advises for these potential files; the forces do not sum to zero within the program's tolerance; empty levels may hold ghost states of the PAW files; the exchange-correlation potential is rough where the density is thin.
